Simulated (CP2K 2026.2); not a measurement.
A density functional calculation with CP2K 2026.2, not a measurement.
Periodic cell of 506 atoms, Si360O146, from a study of silicon, its oxide and their interface. The atomic structure is a simulated model.
Doubt: the forces sum to 1.20 eV/angstrom along one axis rather than to zero, so they err by at least 0.0024 eV/angstrom per atom on average; the grid cutoff is modest.

Settings: functional PBE; method Gaussian and plane waves; basis set DZVP-MOLOPT-SR-GTH; pseudopotentials GTH-PBE; grid cutoff 350 Ry, relative cutoff 50 Ry; k points Gamma only; occupations fixed; spin none; net charge 0.

Cell vectors (angstrom)
a 16.32 0 0
b 0 16.32 0
c 5.915 -7.2766 33.9906

Atoms and the computed forces on them: element, x, y, z (angstrom), force x, y, z (eV/angstrom)
Si 6.968 6.776 24.492 -0.037 -0.007 -0.08
Si 6.15 -7.052 33.419 -0.026 -0.4 0.572
Si 5.858 -2.796 32.727 0.028 -0.049 0.143
Si 19.154 9.649 30.968 0.068 0.055 0.116
Si 9.393 5.071 24.188 0.098 -0.049 -0.029
Si 6.624 -1.094 27.325 -0.058 -0.03 0.013
Si 13.563 8.444 28.287 0.043 -0.024 -0.081
Si 7.249 1.527 0.28 -0.053 0.153 0.559
Si 14.134 -1.14 31.441 0.082 -0.021 0.09
Si 8.275 -4.789 33.39 0.185 0.206 0.597
Si 2.506 13.651 1.246 0.158 -0.149 0.753
Si 15.992 2.587 33.64 0.12 0.185 0.548
Si 11.218 0.408 1.53 0.054 0.016 -0.068
Si 9.798 -4.329 28.039 -0.146 -0.004 0.11
Si 8.041 8.083 1.298 0.088 0.029 0.714
Si 16.143 -2.914 30.75 -0.021 -0.076 -0.047
Si 11.039 11.026 1.406 -0.41 -0.351 0.186
Si 20.78 4.136 31.488 -0.012 -0.014 0.027
Si 15.89 15.786 1.537 -0.046 -0.016 -0.031
Si 3.138 3.158 1.527 -0.007 -0.017 -0.056
Si 0.563 6.009 1.37 0.205 0.052 0.589
Si 2.319 7.693 1.446 0.052 0.045 -0.053
Si 15.954 10.335 1.548 -0.242 -0.079 0.527
Si 10.709 8.018 33.862 0.265 0.351 0.538
Si 5.73 0.236 1.581 0.006 0.02 -0.005
Si 8.448 3.071 1.6 0.045 0.018 -0.032
Si 4.894 4.813 1.61 -0.216 -0.076 0.568
Si 12.915 5.808 33.791 0.315 0.188 0.564
Si 9.558 1.263 33.648 -0.456 -0.267 0.574
Si 8.422 14 1.389 0.028 -0.003 -0.053
Si 17.257 7.394 31.775 0.029 0.08 0.07
Si 13.017 2.104 1.315 -0.013 -0.009 0.03
Si 10.187 4.818 1.432 -0.018 -0.047 -0.018
Si 14.124 8.701 1.532 0.146 0.197 0.576
Si 18.79 5.331 33.375 0.098 0.123 0.091
Si 14.18 14.095 1.53 0.125 0.206 0.531
Si 14.828 1.262 2.663 0.022 0.026 -0.029
Si 1.388 4.187 2.704 -0.04 0 -0.055
Si 15.065 6.86 2.663 -0.036 -0.022 -0.037
Si 1.344 9.371 2.815 0.004 -0.004 -0.027
Si 15.031 12.217 2.714 -0.009 -0.012 -0.008
Si 1.312 14.916 2.805 0.081 0.003 -0.047
Si 4.114 1.419 2.785 -0.018 0.011 -0.023
Si 6.74 4.045 2.874 -0.051 0.016 0.049
Si 3.986 6.676 2.776 0.04 0.012 -0.063
Si 8.151 10.914 3.963 0.014 -0.019 0.015
Si 3.993 12.24 2.522 0.002 0.01 -0.018
Si 6.904 15.023 2.856 0.011 -0.01 0.02
Si 9.581 1.443 2.901 -0.02 -0.008 0.006
Si 12.112 3.947 2.562 0.028 0.008 -0.053
Si 9.423 6.712 2.655 0.008 0.07 -0.069
Si 12.296 9.572 2.763 0.017 -0.054 -0.031
Si 9.56 12.349 2.665 -0.047 -0.003 -0.016
Si 12.336 15.024 2.743 -0.002 -0.029 -0.026
Si 13.616 -0.001 4.213 -0.023 -0.016 -0.008
Si 16.263 2.723 3.907 0.005 -0.005 0.004
Si 13.58 5.398 3.847 -0.026 0.005 -0.007
Si 16.314 8.102 4.228 0.028 -0.002 0.027
Si 13.606 10.957 4.134 0.027 -0.041 -0.004
Si 16.375 13.496 4.165 -0.017 0.036 0.017
Si 2.701 0.022 4.046 0.017 -0.022 0.015
Si 5.462 2.658 4.247 -0.01 0.028 0.006
Si 2.682 5.411 4.239 -0.016 0.002 0.006
Si 5.407 8.129 4.016 0.021 0.01 0.013
Si 2.733 10.86 4.008 0.01 0.067 -0.008
Si 5.401 13.574 3.973 -0.039 -0.023 -0.005
Si 8.226 0.035 4.214 0.002 0.054 0.034
Si 10.92 2.774 4.232 -0.004 -0.02 -0.02
Si 8.06 5.507 4.151 0.026 -0.032 0
Si 10.883 8.094 3.959 -0.044 0.015 0.036
Si 6.755 9.517 2.645 -0.029 -0.008 -0.02
Si 10.939 13.639 4.062 0.018 0.001 0.038
Si 14.993 14.91 5.48 0.018 -0.019 -0.002
Si 1.314 1.394 5.361 0.001 0.003 -0.001
Si 14.925 4.073 5.315 -0.019 0.004 -0.001
Si 1.349 6.775 5.575 -0.023 -0.005 0.031
Si 14.948 9.542 5.473 -0.001 -0.009 0.006
Si 1.415 12.165 5.479 0.029 -0.017 0.016
Si 4.076 14.952 5.384 0.038 -0.003 0.003
Si 6.84 1.341 5.57 0.004 -0.013 0.038
Si 4.086 4.059 5.535 -0.026 -0.01 0.01
Si 6.741 6.857 5.485 -0.05 0.016 0.023
Si 4.079 9.508 5.39 -0.005 -0.004 -0.006
Si 6.779 12.235 5.368 0.001 0.005 -0.024
Si 9.593 14.962 5.482 0.016 -0.008 0.022
Si 12.256 1.368 5.543 0.02 -0.023 -0.001
Si 9.486 4.142 5.479 -0.024 0.002 -0.035
Si 12.256 6.751 5.321 0.01 0.016 -0.005
Si 9.522 9.514 5.32 -0.012 0.009 -0.016
Si 12.241 12.282 5.477 -0.005 0.018 0.022
Si 16.341 0.005 6.782 -0.007 0.03 -0.009
Si 2.678 2.692 6.807 -0.026 0.002 -0.001
Si 16.257 5.388 6.8 -0.016 -0.022 -0.015
Si 2.734 8.184 6.825 0.016 0.018 0.017
Si 16.336 10.858 6.835 -0.006 -0.004 0.024
Si 2.749 13.59 6.79 0.001 0.015 -0.01
Si 5.431 -0.048 6.817 -0.023 -0.01 -0.002
Si 8.179 2.755 6.864 -0.011 -0.005 0.012
Si 5.429 5.463 6.85 -0.007 -0.005 0.017
Si 8.163 8.21 6.769 0.023 -0.002 -0.013
Si 5.446 10.87 6.761 -0.005 -0.016 -0.014
Si 8.156 13.586 6.757 0.002 0.009 -0.007
Si 10.901 0.002 6.875 -0.014 -0.017 0.004
Si 13.634 2.753 6.806 0.03 0.024 0
Si 10.894 5.476 6.783 0.021 0.01 0.003
Si 13.568 8.132 6.751 0.013 -0.013 -0.007
Si 10.858 10.865 6.749 0.007 -0.03 -0.013
Si 13.608 13.604 6.848 0.014 0.004 0.011
Si 14.974 1.367 13.624 0.014 -0.013 0
Si 17.672 4.091 13.606 -0.023 0.015 0.001
Si 14.938 6.793 13.602 -0.013 0.01 -0.01
Si 17.674 9.502 13.577 0.02 -0.015 -0.001
Si 14.945 12.233 13.584 -0.011 0.013 0.01
Si 17.702 -1.356 13.621 0.019 -0.02 -0.001
Si 4.081 1.381 13.587 -0.014 0.009 0
Si 6.798 4.071 13.609 0.009 -0.015 -0.003
Si 4.078 6.783 13.593 0.019 -0.013 -0.003
Si 6.787 9.521 13.613 -0.026 0.024 0.003
Si 4.072 12.248 13.603 -0.014 0.019 -0.008
Si 6.821 -1.347 13.581 0.009 -0.015 0.003
Si 9.513 1.375 13.593 -0.016 0.007 -0.009
Si 12.245 4.081 13.61 0.022 -0.01 -0.002
Si 9.515 6.805 13.622 -0.009 0.005 0.011
Si 12.243 9.505 13.599 0.01 -0.004 -0.015
Si 9.534 12.233 13.588 0.029 -0.015 -0.004
Si 12.236 -1.352 13.585 -0.025 0.013 -0.001
Si 13.593 0.002 14.957 -0.003 -0.001 -0.005
Si 16.323 2.746 14.986 0.006 -0.009 0.014
Si 13.598 5.43 14.984 -0.006 -0.004 0.002
Si 16.31 8.149 14.942 -0.008 -0.013 -0.012
Si 13.591 10.87 14.957 -0.009 -0.018 -0.002
Si 16.319 -2.736 14.938 0.019 0.017 -0.014
Si 2.734 0.045 14.965 0.003 -0.004 -0.005
Si 5.434 2.711 14.978 -0.002 -0.001 -0.004
Si 2.717 5.438 14.971 0.009 0.009 0.004
Si 5.426 8.141 14.96 -0.001 0 -0.007
Si 2.708 10.861 14.938 0.005 0.015 -0.009
Si 5.453 -2.694 14.927 -0.017 -0.013 -0.007
Si 8.16 0.015 14.961 0.016 0.003 -0.004
Si 10.874 2.732 14.96 0.001 -0.012 -0.013
Si 8.151 5.438 14.975 -0.005 -0.004 -0.001
Si 10.899 8.148 14.977 0.011 0.011 0.006
Si 8.17 10.881 14.945 0.002 0.002 -0.003
Si 10.882 -2.716 14.946 0.005 0.004 -0.007
Si 14.973 -1.362 16.29 -0.003 -0.011 -0.007
Si 17.698 1.406 16.343 0.005 -0.004 -0.002
Si 14.96 4.091 16.369 0.005 0.018 -0.005
Si 17.651 6.79 16.318 -0.015 0.01 0.008
Si 14.964 9.508 16.306 -0.005 0.015 0.005
Si 17.652 12.197 16.295 -0.026 -0.037 0
Si 4.144 -1.291 16.287 0.04 0.027 0.007
Si 6.793 1.35 16.347 -0.028 -0.03 0.007
Si 4.072 4.074 16.339 0.013 -0.009 -0.002
Si 6.784 6.794 16.336 -0.009 -0.002 -0.017
Si 4.047 9.493 16.306 0.01 -0.007 -0.011
Si 6.805 12.261 16.273 0.005 0.023 -0.004
Si 9.523 -1.355 16.304 -0.007 -0.005 -0.012
Si 12.232 1.371 16.316 0.002 -0.013 -0.008
Si 9.535 4.099 16.337 0.012 0 0
Si 12.235 6.767 16.357 -0.02 -0.027 -0.007
Si 9.524 9.513 16.306 -0.004 0.017 0.002
Si 12.231 12.241 16.309 -0.008 0.012 0.002
Si 16.279 0.06 17.635 -0.01 0.019 -0.019
Si 19.08 2.716 17.757 -0.035 0.001 -0.017
Si 16.365 5.412 17.738 0.016 -0.019 0.005
Si 18.93 8.204 17.681 0.008 0.024 -0.02
Si 16.297 10.843 17.718 0.005 -0.002 -0.012
Si 19.066 -2.695 17.49 0.005 -0.003 -0.011
Si 5.473 0.007 17.793 -0.003 -0.022 -0.017
Si 8.167 2.73 17.652 0.003 0.019 0.006
Si 5.385 5.469 17.696 0.012 -0.005 -0.018
Si 8.22 8.103 17.669 0.002 -0.032 -0.018
Si 5.497 10.826 17.581 -0.002 0.016 -0.004
Si 8.093 -2.647 17.656 -0.036 0 -0.044
Si 10.925 -0.045 17.661 -0.016 -0.002 0.003
Si 13.543 2.756 17.701 -0.008 -0.018 -0.026
Si 10.863 5.44 17.771 -0.004 0.043 -0.011
Si 13.635 8.123 17.656 0.028 -0.014 0.012
Si 10.808 10.936 17.663 0.011 -0.011 0.013
Si 13.674 -2.78 17.642 0.022 0.019 -0.022
Si 14.889 1.399 19.036 0.008 -0.044 0.032
Si 17.72 4.043 19.151 -0.046 0.063 0.011
Si 15.017 6.796 19.075 -0.006 0.034 -0.013
Si 17.6 9.513 19.165 -0.001 -0.051 0.011
Si 14.97 12.195 19.1 -0.009 -0.018 -0.006
Si 17.716 -1.341 18.817 -0.027 0.013 0.029
Si 4.133 1.39 19.164 0.014 0.023 -0.022
Si 6.813 4.12 18.995 -0.001 0.001 0.017
Si 3.933 6.834 19 0.009 -0.028 0.015
Si 5.394 8.172 20.228 0.051 -0.031 0.026
Si 4.12 12.261 18.776 0.042 0.033 0.051
Si 6.828 -1.363 19.204 0.033 -0.007 0.032
Si 9.519 1.312 18.96 -0.038 -0.024 0.047
Si 12.21 4.08 19.148 0.039 -0.044 0.008
Si 9.507 6.788 19.173 -0.028 -0.029 0.002
Si 12.214 9.517 18.882 -0.015 0.03 0.042
Si 9.387 -3.995 19.014 0.004 -0.039 0.044
Si 12.347 -1.427 18.971 -0.01 0.042 0.038
Si 13.627 -0.059 20.416 0.014 -0.028 -0.003
Si 16.278 2.676 20.455 0.048 -0.001 0.01
Si 13.64 5.46 20.443 0.015 -0.014 0.052
Si 16.257 8.129 20.638 -0.012 -0.008 0.067
Si 13.509 10.79 20.354 0.037 0.003 0.037
Si 16.448 -2.68 20.249 -0.004 -0.006 0.063
Si 19.019 -0.082 20.316 -0.02 0.023 0.074
Si 5.553 2.799 20.465 -0.039 -0.016 0.099
Si 19.02 5.49 20.531 -0.018 -0.041 0.029
Si 6.874 9.474 18.962 -0.017 0.062 0.05
Si 19.082 11.028 20.192 0.004 0.005 0.015
Si 5.394 -2.88 20.354 -0.005 -0.022 -0.004
Si 8.262 0.058 20.527 -0.046 -0.01 0.056
Si 10.819 2.62 20.4 -0.02 0.001 0.039
Si 8.095 5.41 20.523 0.027 -0.007 0.072
Si 10.924 8.248 20.377 0.034 0.007 0.01
Si 8.092 10.888 20.425 -0.035 0.035 0.009
Si 10.881 -2.687 20.277 -0.007 -0.014 0.057
Si 11.888 0.939 21.68 -0.158 -0.276 -0.427
Si 15.147 4.274 21.83 -0.068 -0.141 -0.653
Si 12.67 7.248 21.609 -0.045 0.062 0.061
Si 17.507 -4.181 23.626 0.195 0.224 -0.599
Si 12.14 -4.074 23.697 -0.131 -0.169 -0.664
Si 14.306 9.017 21.715 -0.018 -0.141 -0.583
Si 19.967 -1.852 21.528 0.055 -0.006 0.078
Si 4.608 4.637 21.638 0.15 0.08 -0.697
Si 17.412 6.511 22.013 0.155 0.201 -0.721
Si 4.455 9.981 21.374 0.288 0.205 -0.497
Si 18.239 -3.534 21.526 0.036 0.001 -0.051
Si 6.204 11.63 21.701 -0.039 -0.005 0.018
Si 10.148 -0.9 21.636 0.059 0.046 -0.118
Si 9.047 3.525 21.68 -0.257 -0.097 -0.537
Si 6.223 6.459 21.59 -0.031 -0.281 -0.548
Si 5.899 -4.354 24.054 0.097 -0.142 -0.687
Si 9.975 10.07 21.572 0.185 0.119 -0.532
Si 11.7 -4.54 21.47 -0.027 0.005 -0.032
Si 13.827 2.209 23.782 -0.205 -0.027 -0.086
Si 7.924 1.467 26.67 -0.095 0.034 -0.03
Si 17.198 0.767 21.514 -0.141 -0.126 -0.627
Si 14.806 10.786 24.122 -0.122 -0.063 -0.105
Si 7.734 3.848 28.684 0.106 0.004 0.052
Si 14.458 4.421 31.608 -0.045 0.061 -0.031
Si 18.61 7.391 24.92 -0.002 0.075 -0.227
Si 12.906 0.563 29.316 0.058 0.052 -0.079
Si 10.171 -1.759 23.781 0.039 0.097 -0.603
Si 6.338 1.175 23.87 0.371 0.226 -0.539
Si 10.467 0.171 26.036 -0.051 0.049 0.058
Si 18.414 0.651 32.961 0.021 0.022 0.145
Si 15.888 -1.811 24.549 0.047 0.029 -0.241
Si 4.621 5.705 26.157 0.037 -0.022 0.001
Si 8.168 9.734 28.955 0.057 0.014 -0.05
Si 11.91 3.211 30.505 -0.01 0.028 -0.129
Si 15.594 6.37 29.448 -0.07 -0.013 0.046
Si 16.498 -1.727 33.254 -0.246 -0.162 0.625
Si 5.171 5.703 29.17 0.097 0.014 -0.026
Si 5.36 10.799 1.228 -0.028 0.07 0.692
Si 8.214 -3.295 25.603 -0.047 0.004 0.067
Si 11.759 7.021 23.737 0.233 0.045 -0.636
Si 5.755 8.516 30.546 -0.012 -0.097 0.039
Si 10.589 9.762 24.473 -0.068 -0.037 -0.212
Si 21.436 -1.48 29.938 -0.122 -0.018 -0.012
Si 15.2 -5.471 27.23 -0.104 -0.013 -0.119
Si 16.462 0.999 24.265 0.119 -0.038 -0.047
Si 6.91 4.504 33.223 -0.021 -0.084 0.07
Si 20.056 -4.942 33.227 -0.458 0.011 0.576
Si 18.474 1.21 27.959 0.003 -0.166 0.042
Si 13.579 6.396 26.119 -0.091 0.028 -0.007
Si 12.836 1.869 26.642 0.056 0.072 0.055
Si 9.575 15.746 0.12 0.181 -0.121 0.773
Si 11.017 9.759 29.322 -0.041 0.005 0.033
Si 17.751 3.179 25.845 0.042 0.008 -0.037
Si 9.888 5.482 27.132 0.498 -0.03 0.146
Si 15.501 -0.997 21.543 0.083 0.247 -0.615
Si 8.777 8.358 26.356 -0.046 -0.177 0.036
Si 11.387 -1.812 28.043 0.004 0.015 0.076
Si 16.631 -1.058 28.591 -0.02 -0.009 -0.052
Si 10.909 -5.774 32.198 0.005 0.012 0.183
Si 17.593 -5.078 28.956 -0.03 0.124 0.06
Si 16.499 6.023 26.442 -0.09 0.003 0.09
Si 20.142 -0.881 26.236 -0.015 -0.059 0.062
Si 7.295 1.846 21.788 -0.01 -0.037 -0.018
Si 4.671 -1.448 23.583 -0.299 -0.083 -0.693
Si 20.24 1.243 30.529 0.011 0.046 0.125
Si 19.152 -2.668 28.212 0.059 0.082 0.083
Si 11.902 4.558 27.782 -0.531 0.35 -0.172
Si 11.893 -0.814 33.448 0.059 0.034 0.065
Si 8.974 3.104 31.474 -0.048 -0.001 -0.189
Si 14.314 -2.456 27.088 0.071 0.071 0.054
Si 20.514 3.37 24.498 0.182 0.083 -0.06
Si 19.79 10.134 24.249 0.058 0.046 -0.217
Si 14.983 1.368 8.156 -0.007 -0.012 0.004
Si 17.644 4.056 8.166 0.012 -0.015 0.007
Si 14.923 6.785 8.144 0.009 0.012 0.003
Si 17.687 9.513 8.194 -0.004 -0.005 0.012
Si 14.973 12.232 8.176 -0.004 0.004 0.013
Si 17.7 -1.358 8.146 0.01 -0.011 -0.003
Si 4.058 1.332 8.154 0.007 -0.005 -0.007
Si 6.799 4.105 8.195 0.003 0.003 0.019
Si 4.074 6.82 8.193 -0.008 -0.002 0.017
Si 6.805 9.539 8.152 0 0 -0.004
Si 4.103 12.231 8.149 -0.004 -0.001 -0.002
Si 6.808 -1.392 8.16 -0.001 0.007 -0.005
Si 9.53 1.373 8.201 0.004 0 0.013
Si 12.247 4.103 8.151 -0.019 -0.021 0.003
Si 9.525 6.836 8.133 -0.006 0.013 -0.002
Si 12.218 9.503 8.12 -0.016 0.008 0.005
Si 9.504 12.222 8.131 -0.003 -0.002 -0.012
Si 12.262 -1.359 8.21 0.01 0.01 0.015
Si 13.622 0.018 9.537 -0.009 0.003 0.011
Si 16.319 2.706 9.548 0.007 -0.012 0.007
Si 13.584 5.447 9.535 -0.009 0.007 0.004
Si 16.305 8.137 9.508 0.022 -0.001 -0.002
Si 13.59 10.858 9.495 0.025 -0.001 -0.003
Si 16.33 13.61 9.517 -0.018 0.004 0.001
Si 2.72 -0.013 9.535 0.015 -0.008 0.004
Si 5.422 2.715 9.507 -0.012 -0.001 -0.002
Si 2.695 5.437 9.51 -0.009 0.019 -0.004
Si 5.455 8.173 9.529 0.001 -0.007 0.001
Si 2.73 10.889 9.527 -0.009 -0.001 -0.001
Si 5.453 13.581 9.527 0.02 -0.01 0.012
Si 8.153 -0.005 9.519 -0.013 0 0.003
Si 10.901 2.74 9.532 0.007 -0.009 0.007
Si 8.177 5.469 9.52 0.009 -0.004 0.003
Si 10.87 8.172 9.517 -0.021 -0.002 0.005
Si 8.157 10.886 9.523 -0.009 0.005 0.011
Si 10.871 13.581 9.507 0.002 0.007 -0.004
Si 14.976 -1.353 10.891 0.015 0.011 0
Si 17.684 1.35 10.899 -0.006 0 0.007
Si 14.952 4.079 10.886 0.006 -0.006 0.003
Si 17.663 6.789 10.879 -0.012 -0.008 0.001
Si 14.951 9.508 10.864 -0.009 -0.019 -0.007
Si 17.683 12.248 10.882 0.014 0.022 0.004
Si 4.091 -1.369 10.88 -0.004 -0.006 0.003
Si 6.79 1.363 10.869 -0.004 -0.008 0.001
Si 4.068 4.082 10.867 -0.005 -0.005 -0.011
Si 6.81 6.809 10.891 0.006 0.004 0.009
Si 4.085 9.525 10.885 0.01 0.011 0.008
Si 6.805 12.235 10.895 -0.005 0.005 0.013
Si 9.524 -1.363 10.869 -0.008 -0.009 0.001
Si 12.254 1.374 10.891 0.007 -0.001 0.002
Si 9.527 4.098 10.883 -0.001 0.006 -0.003
Si 12.221 6.806 10.884 0.006 0.003 0.002
Si 9.512 9.522 10.882 0.009 0.008 0.01
Si 12.237 12.224 10.863 -0.013 -0.018 -0.004
Si 16.33 -0.002 12.268 0.002 -0.004 0.01
Si 2.714 2.735 12.24 0.012 -0.006 0
Si 16.307 5.439 12.247 0.006 0.006 -0.001
Si 2.72 8.146 12.227 -0.004 0.005 -0.017
Si 16.312 10.873 12.224 -0.005 -0.004 -0.008
Si 2.723 13.606 12.242 0.002 0.001 -0.004
Si 5.441 0.007 12.236 -0.004 -0.004 0.003
Si 8.154 2.728 12.226 0 0 -0.003
Si 5.442 5.429 12.233 -0.009 -0.006 -0.005
Si 8.159 8.167 12.257 0.007 0 0.009
Si 5.436 10.882 12.253 0.005 0 0.001
Si 8.175 13.601 12.235 -0.006 0.005 0.002
Si 10.876 0.009 12.231 0.002 -0.002 -0.005
Si 13.609 2.722 12.26 -0.012 0.006 0
Si 10.876 5.448 12.26 0.007 -0.001 0.007
Si 13.594 8.155 12.233 -0.001 -0.001 0
Si 10.887 10.869 12.236 -0.005 0.001 0.001
Si 13.592 13.598 12.223 0.006 0.003 -0.01
O 8.492 -4.98 28.8 -0.281 0.44 0.371
O 16.715 -3.016 32.265 0.357 -0.529 0.213
O 7.58 -6.265 33.498 0.403 -0.187 0.019
O 16.544 -0.412 25.042 0.146 -0.071 0.671
O 19.959 -2.001 29.465 -0.326 0.163 0.428
O 13.668 8.298 0.012 0.41 0.134 -0.356
O 0.348 10.547 0.067 0.124 -0.558 -0.176
O 12.172 -5.231 33.072 0.068 0.635 -0.285
O 19.497 1.55 29.141 0.279 0.493 -0.115
O 14.077 0.06 30.333 0.486 0.176 -0.018
O 4.391 9.837 0.322 -0.125 0.235 0.108
O 15.005 1.119 23.552 -0.153 -0.429 -0.426
O 19.593 4.178 32.585 -0.076 -0.591 -0.06
O 10.552 3.434 31.341 0.181 0.098 0.441
O 11.364 -5.159 24.632 -0.209 -0.023 0.662
O 18.154 2.64 27.303 0.19 0.508 0.272
O 11.89 3.069 27.14 -0.47 -0.206 -0.128
O 10.531 9.02 32.599 -0.411 -0.397 -0.285
O 17.176 1.672 33.023 -0.088 0.115 -0.162
O 19.995 9.551 22.757 -0.12 -0.283 0.163
O 19.982 -2.374 26.864 0.101 -0.295 -0.431
O 4.876 10.837 24.658 0.165 -0.13 0.355
O 19.307 8.846 25.092 0.194 -0.1 0.277
O 14.369 7.391 29.202 -0.308 0.052 0.465
O 13.724 -4.326 23.994 0.184 0.447 0.024
O 21.351 0.097 30.291 0.363 0.211 0.048
O 12.719 -2.334 27.284 0.143 -0.453 -0.372
O 11.919 -0.705 29.089 -0.05 0.005 0.177
O 7.556 0.19 27.588 0.103 0.058 0.627
O 13.827 5.633 32.463 -0.112 0.38 -0.291
O 9.623 7.071 26.887 0.144 0.204 0.09
O 11.938 1.703 29.937 -0.539 -0.292 -0.095
O 20.417 5.046 30.195 -0.6 0.03 -0.155
O 13.264 3.369 31.352 0.19 -0.29 0.335
O 18.045 7.101 23.411 0.028 0.199 0.163
O 7.509 2.8 27.473 -0.445 0.02 -0.429
O 15.29 -1.642 23.053 -0.155 -0.059 0.052
O 5.674 -2.256 31.226 0.325 -0.14 -0.316
O 10.355 -1.103 27.02 -0.471 -0.305 0.032
O 11.962 4.372 29.382 0.059 0.39 0.261
O 14.315 3.596 23.079 -0.262 0.267 0.38
O 5.238 -2.867 24.15 -0.226 -0.045 0.025
O 16.046 7.94 32.684 -0.104 0.105 -0.18
O 19.187 0.231 26.888 -0.013 0.014 -0.359
O 19.883 -0.92 24.651 -0.634 0.062 -0.148
O 9.622 3.814 23.209 0.478 -0.474 0.187
O 7.001 7.08 0.544 -0.103 -0.116 0.188
O 14.271 -6.825 33.7 0.089 0.059 -0.322
O 9.728 4.694 25.712 0.252 -0.513 0.032
O 14.684 -2.179 25.545 -0.493 0.069 -0.066
O 16.753 -5.573 27.674 0.25 -0.369 -0.232
O 17.722 5.974 32.371 -0.512 -0.152 -0.148
O 18.506 8.416 31.794 0.415 -0.163 0.154
O 13.241 5.297 27.257 0.475 -0.122 0.511
O 14.353 9.458 23.313 -0.252 -0.225 0.264
O 6.108 -1.601 33.789 0.044 0.273 -0.288
O 14.712 -3.961 27.485 0.042 0.025 0.246
O 7.19 -4.412 25.035 0.035 -0.542 0.313
O 20.974 2.582 31.072 0.339 -0.016 0.254
O 6.368 4.63 29 -0.045 -0.186 -0.039
O 8.83 8.95 0.155 -0.06 0.224 -0.17
O 7.824 5.449 24.14 -0.13 -0.264 -0.258
O 20.761 -3.487 33.13 -0.396 0.341 0.225
O 6.889 9.483 29.895 0.117 0.468 0.326
O 13.375 7.853 26.79 -0.128 0.463 -0.424
O 12.668 -1.2 32.099 -0.445 -0.064 -0.168
O 10.71 0.232 33.163 -0.154 -0.208 -0.625
O 7.142 -3.787 32.781 0.151 0.027 -0.041
O 17.406 7.286 25.998 -0.077 0.317 0.33
O 19.689 6.262 25.319 0.043 -0.338 -0.121
O 6.282 7.173 23.091 -0.136 0.532 0.126
O 5.914 -0.377 23.564 0.239 -0.085 -0.287
O 17.847 -0.83 33.282 0.509 -0.248 0.278
O 7.903 7.947 25.066 0.159 0.499 -0.304
O 13.568 1.21 27.955 0.41 0.128 -0.004
O 20.765 5.925 27.743 -0.411 0.211 0.09
O 19.798 6.472 33.929 0.231 0.288 -0.441
O 6.161 -1.732 28.731 0.513 -0.369 -0.001
O 9.55 9.076 29.527 0.051 -0.634 0.181
O 16.591 2.218 25.285 -0.51 0.155 0.345
O 10.281 6.329 23.678 -0.27 0.141 -0.147
O 16.589 -4.196 29.897 -0.155 -0.14 0.323
O 17.102 0.48 28.446 -0.334 0.195 0.311
O 4.314 4.351 23.224 -0.228 0.335 0.239
O 7.877 9.006 27.528 -0.697 -0.209 -0.073
O 16.244 5.958 28.03 0.37 -0.063 0.181
O 12.16 12.012 0.694 0.36 0.06 0.03
O 7.262 1.36 25.194 0.247 0.023 -0.073
O 4.967 1.999 24.174 -0.384 -0.247 -0.056
O 11.578 -2.577 24.069 0.371 0.031 0.007
O 21.289 -5.979 33.181 0.075 -0.069 -0.221
O 15.161 -1.392 27.991 -0.288 0.241 -0.095
O 17.053 -2.938 24.577 0.168 -0.019 0.366
O 11.631 8.548 24.259 0.322 0.231 0.222
O 15.1 5.054 30.262 0.252 -0.164 -0.311
O 20.627 9.24 30.444 -0.046 0.032 -0.436
O 16.73 7.152 30.281 0.364 0.133 -0.5
O 4.804 4.133 25.796 0.374 -0.275 0.416
O 10.087 -0.345 24.567 -0.32 0.579 -0.253
O 5.36 -0.487 26.517 0.31 0.361 -0.267
O 13.702 2.424 25.389 0.176 0.343 0.279
O 18.156 -6.358 29.744 0.028 -0.529 -0.296
O 18.898 -4.225 28.512 0.467 -0.38 -0.084
O 10.502 -3.011 28.695 0.13 0.146 0.691
O 19.097 0.691 31.515 -0.312 -0.222 -0.175
O 10.928 -5.497 28.096 0.436 -0.112 -0.321
O 9.617 9.813 23.167 -0.346 0.043 0.285
O 11.716 6.828 33.412 -0.13 -0.139 -0.441
O 8.283 4.207 32.433 0.289 0.235 0.219
O 9.526 1.403 26.467 0.345 0.377 -0.072
O 5.722 7.11 29.749 0.138 0.029 -0.143
O 5.341 5.11 0.054 0.058 -0.513 -0.459
O 17.705 -2.025 27.877 -0.289 -0.282 -0.503
O 14.332 9.854 28.158 -0.034 0.335 0.199
O 3.364 14.622 0.252 -0.223 0.416 -0.258
O 18.649 -5.045 24.375 0.028 0.03 0.591
O 5.937 6.491 25.682 -0.049 0.222 0.205
O 12.613 6.202 24.847 0.091 -0.467 -0.004
O 15.055 10.443 25.675 0.146 -0.349 0.075
O 9.776 9.499 25.827 -0.08 0.61 0.417
O 5.788 4.838 32.108 -0.076 0.567 -0.111
O 6.145 8.288 32.112 0.185 -0.585 0.048
O 6.345 11.651 0.23 0.064 -0.064 0.003
O 8.93 -2.671 24.292 -0.406 0.04 -0.241
O 19.19 -5.337 31.904 -0.435 0.324 -0.226
O 8.804 1.699 32.268 -0.407 -0.47 -0.2
O 8.27 3.088 30.015 0.09 -0.244 -0.239
O 17.583 1.057 23.099 0.502 0.255 0.323
O 11.378 -5.74 30.663 0.349 0.595 0.03
O 18.968 3.072 24.802 -0.318 -0.052 -0.257
O 16.291 5.342 22.381 0.079 -0.206 0.113
O 15.559 3.608 32.46 0.43 -0.042 -0.213
O 9.336 -3.967 26.54 0.339 -0.213 -0.421
O 1.356 12.94 0.305 -0.52 0.124 0.191
O 15.254 -0.862 32.602 0.011 0.469 0.271
O 12.48 1.608 23.093 -0.195 0.003 0.445
O 11.986 0.659 26.023 0.433 -0.469 -0.473
O 9.571 -4.872 32.402 -0.032 0.207 -0.51
O 16.722 -1.513 30.143 0.331 0.267 0.492
O 17.225 4.679 25.958 0.135 0.008 -0.209
O 14.532 -2.604 30.808 -0.369 -0.42 -0.166
O 16.185 11.223 23.403 0.03 -0.147 -0.479
O 7.4 -2.189 26.445 0.028 0.221 -0.208
O 12.126 8.652 28.987 -0.278 -0.218 0.038
O 15.096 6.171 25.655 0.02 -0.294 -0.421
O 8.804 4.959 28.213 0.139 0.089 0.295

Results
total energy: -102533.601 eV
total energy less fixed offsets of O -438.35, Si -107.03 eV per atom: -3.701 eV
